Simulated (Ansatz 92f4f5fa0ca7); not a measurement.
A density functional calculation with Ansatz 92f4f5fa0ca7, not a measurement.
Periodic cell of 171 atoms, Si99O72, from a study of silicon, its oxide and their interface. The atomic structure is a simulated model.

Settings
functional: PBE
potential files: Ansatz PAW
basis: plane waves
wave-function cutoff: 700 eV
density cutoff ratio: 5
exchange-correlation grid ratio: 2
k mesh: 2 x 2 x 1, shifted by 0.5 0.5 0.5 of a step
self-consistency stop: 5e-08 eV per atom in the density residual
occupations: Fermi-Dirac, 0.05 eV
spin: none
net charge: 0

Cell vectors (angstrom)
a  11.5983  0  0
b  0  11.5983  0
c  -4.5778  -1.7101  21.6688

Atoms and the computed forces on them: element, x, y, z (angstrom), force x, y, z (eV/angstrom)
Si  1.5941  8.6687  0.2507  -0.018  0.0233  -0.4651
Si  1.7309  0.1762  0.4771  0.0179  0.1249  -0.3077
Si  1.6928  3.3523  0.0487  -0.0035  -0.1388  -0.0583
Si  5.7198  7.4819  0.4279  -0.0165  -0.2694  0.216
Si  5.6524  0.0033  0.1699  -0.0771  0.0958  -0.1989
Si  5.6775  4.2747  0.2903  -0.0004  -0.0727  0.2122
Si  9.5837  7.7414  0.732  0.0168  0.1088  -0.379
Si  9.5522  0.2624  0.1644  0.1439  0.1457  -0.0382
Si  9.3025  3.4581  0.1761  -0.0603  0.0394  -0.1749
Si  3.5988  7.959  1.4535  0.0476  0.0833  -0.3233
Si  3.7559  0.0652  1.6461  0.0795  0.104  -0.2163
Si  3.5853  3.8416  1.4467  0.18  0.0476  -0.3475
Si  7.556  7.6712  1.8757  0.1207  0.0629  -0.1573
Si  7.5788  0.0441  1.5714  0.1584  -0.075  -0.165
Si  7.5281  3.8144  1.7247  0.0247  0.0974  -0.351
Si  11.5506  8.0414  1.8772  0.0254  -0.0712  -0.0137
Si  11.3727  0.0976  1.7297  -0.1767  -0.0024  -0.2129
Si  11.3666  3.9593  1.3968  0.0143  -0.1029  -0.1538
Si  3.7137  -1.8692  3.006  -0.02  -0.0801  0.0273
Si  3.7143  2.023  2.9395  0.0036  0.1047  0.0425
Si  3.5624  5.9158  2.7985  0.1123  -0.072  0.0203
Si  7.5707  -1.8857  3.0426  0.0674  0.0532  -0.0185
Si  7.5263  1.9116  3.0451  0.0526  -0.0741  0.0813
Si  7.5562  5.7564  3.1363  -0.2215  -0.0427  0.2607
Si  11.4179  -1.7255  3.2189  -0.0472  0.2676  0.2154
Si  11.3766  2.1016  2.9517  -0.1581  0.1815  0.0643
Si  11.4767  5.9085  2.9249  0.0138  -0.3622  -0.1032
Si  1.8181  -1.8077  4.4404  -0.0413  -0.0642  0.0884
Si  1.7632  2.0481  4.2952  -0.0487  -0.029  -0.0946
Si  1.7601  5.9078  4.3513  0.0728  0.0201  0.0017
Si  5.6218  -1.9108  4.4094  -0.0178  -0.0584  0.0473
Si  5.575  2.0229  4.3723  -0.0973  0.004  -0.0471
Si  5.4953  5.9058  4.336  0.0383  -0.0166  -0.115
Si  9.456  -1.8386  4.4868  -0.0485  -0.0291  0.0165
Si  9.481  2.0404  4.382  0.1935  0.0153  -0.2499
Si  9.5581  5.8659  4.3863  -0.0539  0.1307  -0.1037
Si  1.7185  7.8342  5.8182  0.1747  0.0524  0.1284
Si  1.8365  0.1441  5.7205  -0.1231  -0.0329  -0.016
Si  1.781  3.9635  5.6748  -0.0915  -0.0042  -0.0358
Si  5.5677  7.7808  5.8765  0.0404  -0.0456  0.241
Si  5.5483  0.0701  5.6773  0.043  0.0329  -0.0544
Si  5.555  3.9903  5.6966  0.0161  -0.0151  0.0269
Si  9.5754  7.7829  5.8202  -0.2213  -0.056  0.1511
Si  9.4829  0.129  5.739  0.0139  0.0592  0.0683
Si  9.4467  3.9586  5.7498  0.0821  0.0015  0.0753
Si  3.5517  7.8835  7.3452  -0.0377  -0.0071  -0.1616
Si  3.7194  0.1242  7.1499  -0.0635  -0.0972  0.0929
Si  3.6652  3.9772  7.0878  0.0276  0.1129  -0.036
Si  7.6505  7.7196  7.1967  0.0398  -0.0521  -0.2355
Si  7.4742  0.201  6.9735  0.0146  -0.0408  -0.122
Si  7.4668  3.9257  7.0959  -0.03  0.3543  -0.1394
Si  11.4552  7.8223  7.3468  -0.0179  -0.0175  0.1348
Si  11.4756  0.0346  7.0104  0.0374  -0.1027  -0.3549
Si  11.436  4.0037  7.0154  0.0163  0.0436  -0.3615
Si  3.61  -1.6364  8.7515  0.1208  -0.0131  0.3424
Si  3.7226  2.0754  8.4339  0.1326  0.0275  0.0372
Si  3.4874  5.7961  8.5857  0.0556  -0.0319  0.4276
Si  7.6856  -1.7097  8.2252  -0.0513  -0.1458  0.1096
Si  7.3916  2.0142  8.4677  -0.3156  -0.0441  0.1341
Si  7.6048  5.7191  8.6206  -0.0701  -0.0617  0.4674
Si  11.5327  -1.6703  8.6389  -0.0611  -0.0124  0.1112
Si  11.4037  2.0122  8.163  0.0999  0.0353  0.1403
Si  11.4544  5.7101  8.6452  -0.02  -0.0083  0.1764
Si  1.6839  -0.9273  10.1757  -0.0874  0.0608  0.3828
Si  1.6835  2.1097  9.5061  -0.1349  -0.0747  0.6481
Si  1.6586  5.1449  10.1409  -0.0209  0.0209  0.2521
Si  5.8386  -2.1459  9.5812  0.1268  0.2035  -0.0645
Si  5.4884  2.2047  10.0185  -0.0171  -0.3507  0.2291
Si  5.4915  6.2475  9.7177  0.147  0.0554  -0.4498
Si  9.4923  -1.1483  9.6814  -0.1038  0.1765  0.4275
Si  9.483  1.9228  9.4412  0.0797  -0.1065  0.6934
Si  9.5964  4.9665  9.9263  -0.1842  -0.1314  0.2606
Si  8.7243  6.8201  15.3645  0.0047  0.2334  0.4017
Si  5.3821  12.5063  12.9098  0.0635  0.018  0.5861
Si  7.9343  -2.6417  11.7274  -0.0032  0.3422  0.2783
Si  5.4413  -1.3343  16.4659  -0.0209  0.0257  -0.0132
Si  5.7635  4.7101  11.9891  0.0259  -0.0109  0.4629
Si  6.6324  5.5872  20.0288  -0.0457  0.0855  -0.0835
Si  7.6967  1.9208  14.7739  0.2652  -0.0088  0.1744
Si  2.7892  3.0371  16.5146  -0.1114  0.0831  -0.2398
Si  -0.0488  7.9575  14.8189  0.0427  0.0742  0.3489
Si  5.7163  7.6754  15.4612  -0.057  0.0318  0.0876
Si  7.9672  3.0279  19.008  0.0309  -0.2743  -0.6586
Si  0.8603  10.5185  13.223  -0.1514  0.1286  0.5284
Si  8.4521  5.9614  12.35  0.0195  0.1454  0.4429
Si  10.2856  11.05  17.4099  -0.2096  -0.0857  -0.207
Si  10.5583  12.3087  14.5167  -0.0131  0.0651  0.2691
Si  0.2319  3.4917  15.0791  -0.0739  -0.0791  0.1472
Si  6.4312  9.7963  13.8808  -0.0997  -0.002  0.4733
Si  0.5021  -2.8044  17.6159  -0.1576  0.0121  -0.2991
Si  7.2959  0.5088  17.6088  0.1556  -0.2362  -0.2811
Si  1.1716  -0.299  19.0021  -0.1411  -0.1601  -0.6256
Si  4.6997  7.8593  20.0395  0.0783  -0.0557  -0.0439
Si  2.8112  2.1461  19.4458  -0.0346  -0.0106  -0.3458
Si  1.3767  5.5554  13.2909  -0.0864  -0.173  0.5445
Si  3.2006  0.3799  14.91  0.0568  -0.127  0.1918
Si  4.1942  5.0414  14.6392  -0.1412  0.1462  0.524
Si  9.0178  4.123  16.3199  0.1223  0.1372  -0.0981
Si  1.7183  7.4367  19.8623  -0.2841  -0.0509  -0.5958
O  7.9922  3.4716  15.2124  -0.067  -0.0678  0.0284
O  1.6642  10.2665  -0.3421  0.0312  -0.1072  0.5397
O  8.0988  6.0623  20.6108  0.0081  0.1686  0.1207
O  1.7021  1.6828  -0.371  -0.0062  0.055  0.4077
O  -1.5785  7.8077  15.3948  0.0163  -0.0598  -0.1565
O  -0.2158  11.8957  18.3084  0.2483  0.026  0.2824
O  6.1087  7.6586  -1.1743  0.0077  0.1233  0.1823
O  1.2829  8.4262  21.0922  -0.062  0.1263  0.0898
O  7.0767  1.6865  18.6985  -0.0311  0.273  0.2396
O  -0.0309  1.9119  14.9125  0.0133  0.0292  -0.059
O  2.4886  0.6395  18.8677  0.0945  0.1362  0.2206
O  5.5967  5.0144  21.1851  -0.1705  0.0646  0.2221
O  5.0934  9.4351  20.2945  -0.0782  0.1801  0.3584
O  10.498  4.1682  15.6752  0.0061  -0.0303  -0.0429
O  11.2184  11.5955  13.2135  0.0862  -0.1  -0.2509
O  0.6423  7.5366  18.6317  0.265  -0.083  0.4399
O  5.8407  6.8847  19.3395  0.0314  -0.0637  0.1315
O  4.523  7.4053  21.601  0.0279  -0.0499  0.0306
O  3.2393  7.7019  19.3082  0.1051  -0.0287  0.14
O  5.4881  8.4443  14.0143  0.1402  0.1193  -0.1007
O  1.4653  10.153  11.7534  0.2065  -0.0419  -0.6834
O  1.5422  5.7989  11.6864  0.1216  -0.0958  -0.7027
O  5.3412  12.743  11.3021  0.012  0.244  -0.6075
O  3.9757  12.7837  13.7053  0.1294  0.0726  -0.2478
O  1.6524  0.7269  10.4503  0.0962  -0.2755  -0.3615
O  9.3008  -2.1408  11.0088  0.0456  0.0998  -0.1998
O  5.6045  10.922  13.0949  -0.0211  -0.0126  -0.241
O  9.0646  12.8501  14.1759  -0.0964  0.0231  -0.0495
O  7.3776  4.7454  12.1954  -0.0852  0.0233  -0.0806
O  9.5958  1.8735  -0.1978  -0.1515  0.0218  0.1205
O  2.0083  -0.5249  14.264  -0.0437  -0.041  -0.219
O  9.4851  0.4462  10.2786  0.0147  -0.1447  -0.5762
O  5.039  4.3958  13.4089  0.2403  -0.0076  -0.4426
O  9.7657  5.6336  11.4543  -0.0039  -0.0513  -0.3731
O  5.4211  3.6597  10.7893  0.0475  -0.0897  -0.0744
O  6.6895  -1.271  15.4  -0.0293  -0.1026  -0.1965
O  6.9766  4.3257  19.0593  -0.1595  0.1703  0.177
O  2.8216  5.6666  14.0475  -0.0397  -0.0097  -0.2097
O  5.2583  6.13  11.3692  0.0243  -0.0499  -0.248
O  6.0542  -0.5603  17.7662  -0.0001  0.0613  0.0385
O  4.1454  -0.6123  15.8062  -0.0615  0.064  -0.0423
O  7.2089  1.1954  16.1368  -0.0359  0.0232  -0.0174
O  5.5612  5.8676  0.6066  -0.1835  0.09  -0.2202
O  1.3759  3.7764  16.1985  0.0444  -0.0458  0.0348
O  9.6034  3.3247  10.3632  -0.104  0.2938  -0.5371
O  3.0315  3.0803  18.1201  0.0197  -0.084  0.4076
O  2.6807  1.512  15.9545  0.0498  -0.028  -0.042
O  6.5715  -2.0228  11.0658  -0.1549  0.0109  -0.1335
O  7.3337  7.601  15.6379  0.0173  -0.0355  -0.069
O  1.5478  -1.6508  18.1323  0.0261  0.1963  0.2857
O  5.0091  6.227  15.4225  -0.008  -0.1278  -0.1043
O  10.594  9.4573  17.673  0.1536  -0.0105  0.1312
O  5.1269  8.6521  16.6677  0.0276  0.028  -0.0323
O  6.0494  4.2031  -1.3331  -0.1735  -0.0483  0.3858
O  8.8009  6.096  13.9202  -0.1091  -0.1259  -0.5241
O  0.4055  6.636  14.0174  0.066  -0.1545  -0.2488
O  6.5692  1.8067  13.6075  -0.1498  -0.0565  -0.1982
O  5.478  1.1111  -1.0766  0.0527  -0.2777  0.6083
O  8.7548  11.3946  17.8352  -0.0392  0.0727  0.0714
O  0.1572  9.1794  13.7987  0.0394  0.0542  -0.238
O  0.8856  8.2594  16.1296  -0.0556  -0.0003  0.0557
O  0.6961  4.0983  13.6355  0.1016  0.1708  -0.2144
O  8.781  2.6751  20.3822  0.0504  -0.3053  0.3995
O  8.9864  3.3033  17.7351  -0.0965  -0.0623  0.3088
O  7.908  9.5223  13.2646  0.0819  -0.1609  -0.3771
O  8.6921  5.6988  16.5563  -0.0093  -0.1023  -0.031
O  8.7231  4.0241  -1.3007  0.3016  -0.0523  0.4269
O  3.9667  3.8673  15.7482  0.0504  0.0202  -0.0771
O  10.4906  11.3101  15.8114  0.0109  0.0925  -0.0145
O  1.6413  3.4936  10.4555  0.1119  0.1982  -0.3936
O  5.5914  7.8506  9.4053  -0.1521  -0.1758  0.1136
O  7.8307  7.3464  11.7564  0.0255  -0.1553  -0.0568

Results
free energy: -103891.052 eV
free energy less fixed offsets of O -569.03, Si -635.61 eV per atom: 4.498 eV
pressure: -0.10 GPa
stress xx, yy, zz, yz, xz, xy (GPa, positive in tension): -0.1, -0.44, 0.85, 0.17, -0.05, 0.16

The program warned: the cutoff lies below the one the program advises for these potential files.
